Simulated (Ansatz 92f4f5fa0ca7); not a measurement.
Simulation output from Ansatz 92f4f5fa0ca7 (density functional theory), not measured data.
Periodic cell of 223 atoms, Si132O90B1, from a study of silicon, its oxide and their interface. The atomic structure is a simulated model.
Doubt: the cutoff is far below the 930 eV that the study's wrapper takes by default for these files, so forces and energies are approximate.

Settings: functional PBE; potential files Ansatz PAW; basis plane waves; wave-function cutoff 580 eV; density cutoff ratio 5; exchange-correlation grid ratio 1; k mesh 1 x 1 x 1, Gamma-centred; self-consistency stop 5e-08 eV per atom in the density residual; occupations fixed; spin none; net charge -1 e, with a uniform compensating background and no finite-size correction.

Cell vectors (angstrom)
a 10.938 0 0
b 0 10.938 0
c 0 0 32.1988

Atoms and the computed forces on them: element, x, y, z (angstrom), force x, y, z (eV/angstrom)
Si 10.586 0.2208 24.887 0.0009 -0.0007 -0.0451
Si 5.7398 10.6751 24.7613 -0.0158 0.0091 -0.0228
Si 2.4829 2.9098 24.6592 0.0045 -0.0066 -0.0314
Si 8.4233 2.464 24.8491 -0.0094 0.0097 -0.0066
Si 0.278 5.1625 24.7757 -0.0156 0.0064 -0.0149
Si 5.1532 5.7465 24.7056 0.0185 -0.0079 -0.0262
Si 2.9321 8.0028 24.6189 -0.0075 0.0208 -0.0489
Si 7.9386 8.4304 24.7545 0.0039 -0.012 -0.0339
Si 1.3303 1.378 26.0537 -0.0024 -0.0016 0.0251
Si 6.8441 1.3046 26.1427 0.0079 0.0017 0.0188
Si 4.0442 4.1029 26.0074 0.0042 -0.0052 0.0171
Si 9.6056 4.0603 26.1047 0.0038 -0.0047 0.0164
Si 1.3979 6.8221 26.0228 -0.0035 -0.0017 0.0144
Si 6.7636 6.85 26.0456 0.0008 -0.0069 0.0172
Si 4.1008 9.5318 26.0158 0.0003 0.0028 0.0155
Si 9.4621 9.5655 26.1683 0.0037 0.0038 0.0258
Si 2.7248 -0.0121 27.3674 -0.0002 0.0011 0.0306
Si 8.1569 -0.0257 27.5913 0.0107 0.0134 -0.0636
Si 0.0085 2.7141 27.5118 -0.0118 -0.0119 -0.0597
Si 5.4376 2.7386 27.3894 -0.005 0.0063 0.026
Si 2.727 5.4621 27.4589 -0.0046 -0.0119 -0.0181
Si 8.1808 5.4685 27.3776 -0.004 0.006 0.026
Si -0.0105 8.1773 27.3961 0.0027 -0.0001 0.0255
Si 5.4354 8.1962 27.4745 0.0143 0.01 -0.0324
Si 4.0748 1.3613 28.7738 -0.0078 0.0003 -0.0247
Si 9.5762 1.3545 28.8736 0.0093 0.0013 0.0598
Si 1.36 4.1013 28.8428 0.0135 0.03 0.0436
Si 6.8245 4.099 28.7709 -0.0035 0.0013 -0.0273
Si 4.0952 6.817 28.835 -0.0066 -0.0098 0.038
Si 9.5485 6.8227 28.7785 -0.0062 -0.0105 -0.0234
Si 1.3593 9.563 28.7645 0.0095 -0.0006 -0.0302
Si 6.7798 9.5408 28.8908 -0.041 -0.0222 0.0668
Si 0.0181 -0.0268 30.1975 0.0005 0.0017 -0.0043
Si 5.4154 0.0079 30.2019 0.0103 -0.0079 -0.0098
Si 2.7305 2.7199 30.188 0.0062 -0.0089 -0.0082
Si 8.1875 2.7485 30.1789 -0.005 0.0084 -0.0027
Si -0.0323 5.466 30.1762 0.0022 -0.0058 -0.0111
Si 5.4783 5.4522 30.1874 0.0004 -0.0026 -0.0061
Si 2.715 8.2088 30.1621 -0.0037 -0.0028 -0.0023
Si 8.1964 8.1697 30.2004 -0.0004 0.0008 -0.0079
Si 1.3773 1.3475 31.5771 -0.0037 0.012 0.0026
Si 6.8179 1.3769 31.535 0.0015 -0.0079 -0.0022
Si 4.1075 4.0841 31.5534 -0.0092 0.0122 -0.008
Si 9.5521 4.1057 31.5666 0.006 -0.003 0.0024
Si 1.3413 6.8465 31.5182 0.0157 -0.0093 -0.0077
Si 6.8421 6.8029 31.5864 -0.0054 -0.0009 0
Si 4.0596 9.5674 31.5713 0.0015 -0.002 0.0015
Si 9.5673 9.5541 31.5539 -0.0144 0.0124 0.0115
Si 2.7276 -0.0098 0.7884 0.0008 0.0016 -0.0161
Si 8.1856 0.0071 0.6985 -0.0023 -0.0093 0.021
Si -0.0162 2.7215 0.7248 0.0112 -0.0039 -0.001
Si 5.475 2.7253 0.7369 -0.006 0.0023 -0.0057
Si 2.7218 5.4879 0.678 0.0019 0.0001 0.001
Si 8.2048 5.4452 0.7879 -0.0181 0.0025 -0.0153
Si -0.0016 8.189 0.7219 0.0148 -0.0076 -0.0037
Si 5.461 8.2044 0.7225 0.0028 -0.0122 0.0003
Si 4.147 1.3565 2.1312 0.0094 -0.0327 0.041
Si 9.5464 1.3512 2.0955 0.0045 0.0167 0.0056
Si 1.3676 4.1261 2.047 0.0017 -0.0132 0.0136
Si 6.8394 4.047 2.1475 0.0437 0.0011 0.019
Si 4.092 6.8232 2.079 -0.0108 0.0065 -0.0051
Si 9.5732 6.8616 2.1177 -0.0185 -0.0286 0.012
Si 1.3351 9.5429 2.1247 0.014 0.0223 -0.0004
Si 6.8157 9.5982 2.0837 -0.0036 0.0026 0.0211
Si -0.0745 -0.0505 3.4687 -0.0934 -0.0563 -0.0205
Si 5.5308 0.0192 3.5631 0.0209 -0.0134 0.006
Si 2.7648 2.7822 3.3988 0.0443 0.0919 -0.0794
Si 8.1674 2.6337 3.5497 -0.0388 -0.0269 0.0075
Si 0.0071 5.4666 3.4517 0.0663 0.0016 0.021
Si 5.4648 5.4589 3.4507 -0.0342 -0.0055 -0.0613
Si 2.7567 8.2039 3.4725 0.0328 -0.0266 0.0315
Si 8.2117 8.2801 3.4463 -0.014 0.0468 -0.0532
Si 1.3597 1.3934 4.6312 -0.032 0.0194 0.0881
Si 6.998 1.1646 5.105 0.3316 -0.2772 0.1455
Si 4.1615 4.0583 4.8492 0.0089 -0.0655 0.0373
Si 9.5628 4.0785 4.786 -0.0048 -0.0158 -0.0277
Si 1.3962 6.8255 4.8239 0.0386 -0.0519 -0.0256
Si 6.8109 6.9104 4.7297 -0.049 0.0325 0.0267
Si 4.1236 9.5727 4.8776 0.0311 -0.0062 -0.0627
Si 9.3806 9.6906 4.9671 0.355 -0.2392 -0.2978
Si 2.7027 0.1053 6.064 0.0317 0.0046 -0.0002
B 8.2829 -0.1472 6.3076 -0.6745 0.5335 -0.1307
Si -0.0552 2.6027 6.0643 0.0886 0.0507 -0.05
Si 5.5265 2.6461 6.311 -0.0506 0.0896 0.0115
Si 2.7908 5.4665 6.2085 -0.0466 0.0276 -0.0734
Si 8.1545 5.505 6.0366 -0.0165 -0.0361 0.0059
Si -0.0363 8.2034 6.0931 -0.0115 0.0035 0.018
Si 5.5801 8.2805 6.2615 -0.0979 -0.0892 -0.1346
Si 3.8121 1.5628 7.5922 -0.0022 0.0406 0.1296
Si 9.6546 0.9615 7.3057 -0.2109 -0.1915 0.1598
Si 1.5634 3.7633 7.3082 0.0467 0.0036 0.1651
Si 6.6394 4.4156 7.4596 -0.0125 -0.049 0.0836
Si 4.4231 6.6595 7.5264 0.0316 -0.0162 0.1467
Si 9.3535 6.9903 7.3793 0.018 0.0703 0.3278
Si 1.0791 9.8968 7.2649 -0.0063 -0.0464 0.2239
Si 7.3073 9.396 7.5227 0.3417 0.1179 0.4538
O 8.3591 8.1704 7.9313 -0.0981 -0.0911 -0.2749
O 2.7212 2.7585 7.9299 -0.1032 -0.0108 -0.0333
O 9.5198 1.349 24.2937 0.0008 -0.0055 -0.0305
O 4.0486 6.8608 24.1329 -0.0095 0.0033 -0.0055
O -0.0845 -0.049 7.9108 0.1325 0.0815 -0.0967
O 5.4943 5.4876 8.024 0.0393 0.0481 -0.036
O 6.8497 9.5642 24.2122 0.0022 -0.0008 -0.0184
O 1.3683 4.051 24.1841 0.0065 0.0032 -0.0254
O 3.8835 7.4273 8.9193 -0.085 0.021 -0.0476
O 0.7612 4.3202 8.6304 0.0088 0.1218 -0.0544
O 9.8192 6.2087 8.7794 0.0178 0.0154 -0.0612
O 2.039 9.3736 8.5026 -0.043 -0.0557 -0.051
O 7.541 3.9579 8.7742 -0.0128 0.0085 -0.0102
O 4.1798 0.9194 9.0913 -0.0263 -0.0116 -0.0659
O 6.8181 9.7089 9.1208 0.0268 -0.0679 -0.1591
O 9.0608 1.7443 8.6548 0.0799 -0.0079 -0.0183
O 7.7142 3.1464 23.5304 0.0257 -0.021 0.0124
O 10.5081 5.8413 23.4575 0.0212 -0.0261 0.0092
O 5.099 0.4338 23.4143 0.0232 -0.028 0.0144
O 5.8707 5.0889 23.371 -0.0324 0.0336 0.0077
O 3.1122 2.2032 23.2858 -0.0336 0.0275 0.0172
O 2.2879 8.7232 23.2478 0.0363 -0.0298 0.0145
O 8.6195 7.7409 23.4117 -0.0324 0.0302 0.0187
O 0.223 10.3465 23.5919 -0.0181 0.0206 0.031
Si 4.3995 1.5684 22.4837 0.0044 -0.005 0.0078
Si 3.5122 7.9467 13.9817 0.0061 0.0039 -0.0365
Si 7.135 0.9731 14.626 -0.006 -0.0072 -0.0328
Si 0.9401 9.3578 22.5386 -0.014 0.0213 0.0164
Si 1.1736 4.3313 11.8655 0.0135 -0.0011 -0.0564
Si 6.2713 8.9739 15.2927 0.0094 -0.0013 -0.0384
Si 0.7047 1.3735 12.2667 -0.0079 0.0018 -0.0551
Si 8.635 4.9521 20.5101 0.0094 -0.0102 0.0145
Si 0.3096 5.6994 9.3475 -0.0109 -0.0969 -0.0665
Si 5.1092 3.113 17.9221 0.001 0.0074 0.0047
Si 0.8745 3.7333 16.7011 0.004 0.0036 -0.019
Si 10.4094 2.8419 19.2044 -0.0016 -0.0007 0.0097
Si 5.2263 1.1962 10.3284 -0.0053 0.0102 -0.0322
Si 0.8947 0.1701 19.8491 -0.0185 0.0126 0.0121
Si 6.6837 9.5027 10.7375 0.0135 -0.032 0.0201
Si 9.3565 9.6747 18.303 -0.0025 -0.0072 0.0046
Si 9.4028 9.2723 12.5303 0.0073 -0.0134 -0.0689
Si 6.581 3.8441 22.5989 0.0069 -0.0049 0.0225
Si 2.4383 8.0623 9.3552 -0.0063 0.0169 -0.0497
Si 10.6084 7.3701 17.0411 -0.0037 0.0063 -0.0061
Si 2.5259 6.2858 16.5165 -0.006 0.0039 -0.0069
Si 10.1638 4.486 14.1492 -0.0117 0.0183 -0.0356
Si 6.1497 9.1819 18.4938 0.0088 -0.0066 0.0155
Si 7.9349 2.5498 9.4896 -0.0173 0.0014 -0.0283
Si 8.8962 2.1301 12.382 0.0153 -0.0044 -0.0375
Si 5.3497 6.2395 18.0336 -0.0026 0.0002 0.0157
Si 3.9393 0.5556 19.4738 0.008 0.0004 -0.0037
Si 4.267 3.8693 12.0285 0.0031 0.0158 -0.0793
Si 5.5733 6.6465 12.0386 0.0023 -0.0145 -0.0637
Si 8.0214 2.4974 17.1978 -0.0046 0.0035 -0.0096
Si 4.3684 2.4971 14.9324 0.0001 -0.0088 -0.027
Si 1.5595 1.2069 15.2258 0.0052 -0.0049 -0.0234
Si 1.5901 9.4249 12.0127 -0.0442 0.0215 -0.0467
Si 8.0631 6.8683 13.8207 0.008 0.0016 -0.0492
Si 10.3875 9.8443 15.4542 -0.0026 -0.0047 -0.0242
Si 9.8108 7.008 22.5712 0.0031 -0.0022 0.0184
Si 8.1288 5.4875 17.4054 -0.0004 0.0057 -0.0178
O 6.0877 7.9776 11.1558 -0.005 0.0095 0.033
O 6.0375 9.2081 16.8776 -0.0026 0.0017 0.0129
O 7.7107 1.3535 13.1586 0.0041 0.006 0.0172
O 0.9056 1.7452 13.8443 -0.0028 0.0024 0.0151
O 9.4562 6.2421 16.8701 -0.0045 -0.0034 0.0048
O 6.7912 6.2473 13.0423 -0.0192 0.003 0.0218
O 5.1505 4.655 18.5839 -0.0016 -0.0026 -0.0125
O 9.2322 2.1454 18.2591 0.0127 0.0022 -0.0017
O 2.3821 0.0919 19.0908 -0.0013 0.002 -0.0085
O 9.4286 10.2375 16.747 -0.0037 0.0033 0.0118
O 2.7811 4.4829 11.7031 -0.0069 0.0032 0.0433
O 5.0827 10.3198 19.0996 -0.0115 0.0138 -0.0115
O 9.4217 3.2599 13.4071 -0.0046 -0.0063 0.0214
O 0.4622 1.7616 19.9416 0.004 -0.0031 -0.0194
O 3.1754 1.3598 15.0281 -0.0021 0.0029 0.0135
O 8.1755 5.3935 19.0224 0.0041 -0.0038 0.0161
O 3.9073 6.574 17.3412 0.001 0.0019 -0.0041
O 4.571 3.2731 16.3729 0.002 0.0014 0.0142
O 9.0494 5.6655 14.2902 0.0039 -0.0044 0.0216
O 5.4593 2.7587 22.1449 0 0.0019 -0.0228
O 10.6448 4.1019 15.6479 0.0025 -0.004 0.011
O 0.344 3.8561 18.2439 -0.0077 -0.0041 0.0013
O 10.4374 10.5056 19.2111 0.0142 0.0089 -0.0071
O 9.645 10.0466 14.0038 0.0036 0.0024 0.0253
O 10.9015 8.1248 22.1053 -0.0018 -0.0034 -0.0256
O 1.2154 2.1546 16.5021 -0.0042 0.0031 0.0068
O 9.743 3.7506 20.3907 -0.0104 0.0148 -0.0151
O 8.1388 4.0334 16.686 -0.0002 -0.0001 0.0082
O -0.0242 9.1317 11.8832 0.0179 0.004 0.0362
O 6.59 2.3995 17.9806 -0.0033 0.0001 -0.0072
O 5.5975 10.726 11.1462 0.0024 0.0135 0.0272
O 7.7661 9.5781 18.8252 -0.0061 0.0037 -0.016
O 10.0612 1.0139 12.0297 -0.0022 0.0056 0.0303
O 1.3663 6.8884 9.0684 0.0338 0.0454 0.0171
O 0.6266 4.7769 13.3471 0.0056 -0.0057 0.0191
O 5.7009 7.62 18.9546 0.0001 0.0088 -0.0197
O 5.2319 5.108 11.4814 0.002 -0.0086 0.0452
O 2.748 6.9668 15.0535 -0.0033 -0.0031 0.0144
O 0.9344 2.7591 11.4554 -0.0006 -0.0029 0.0389
O 0.8765 10.6809 15.5255 -0.0004 0.0045 0.0079
O 2.4129 8.5787 10.8988 0.0225 -0.0327 -0.0679
O 4.6493 2.4374 11.285 0.0092 -0.0266 0.0222
O 4.2451 3.5497 13.6698 -0.0013 0.0047 0.022
O 2.1809 4.6834 16.4289 -0.0015 0.0005 0.0076
O 10.6982 8.2518 15.662 0.0013 0.0012 0.0135
O 6.9251 10.3086 14.655 -0.0001 0.0049 0.0204
O 2.3532 8.9697 13.4061 -0.0034 0.0029 0.0186
O 8.0486 1.5324 15.8769 0.0007 0.0046 0.0128
O 4.1765 7.0673 12.7855 0.0054 -0.0018 0.027
O 4.1917 2.0084 18.725 -0.0089 -0.0131 -0.0019
O 7.3073 4.4097 21.2669 -0.0226 -0.0103 -0.0009
O 8.4355 2.8614 11.0148 -0.0143 0.0005 -0.0196
O 1.2061 6.8799 17.3053 0.0026 -0.0002 -0.0045
O 5.6819 1.6221 14.711 -0.002 0.0067 0.0172
O 8.152 9.7635 11.5407 -0.0328 0.0145 0.0103
O 9.2173 6.2774 21.2473 0.0099 0.0244 -0.001
O 9.0024 7.7367 12.8466 -0.0028 0.005 0.0321
O 1.6867 0.1325 11.8523 0.0062 0.0001 0.0397
O 6.6685 6.1561 17.0476 0.0017 0.0017 0.0021
O 7.3904 7.8043 15.0003 -0.0032 0.004 0.0185
O 1.2113 10.2952 21.2325 -0.0036 -0.0282 0.0156
O 10.0565 8.199 18.3255 -0.0033 0.0067 -0.0047
O 3.9705 0.8479 21.0861 0.0076 0.018 0.0187
O 0.3009 5.3407 10.9312 -0.0013 0.0132 -0.0604
O 6.5896 1.6609 9.5904 0.029 0.0232 0.0247
O 4.7757 8.724 14.6784 -0.0014 0.0021 0.0147

Results
free energy: -135250.654 eV
free energy less fixed offsets of B -154.04, O -568.88, Si -635.61 eV per atom: 3.106 eV

The program warned: the cutoff lies below the one the program advises for these potential files; the forces do not sum to zero within the program's tolerance; the exchange-correlation potential is rough where the density is thin.
